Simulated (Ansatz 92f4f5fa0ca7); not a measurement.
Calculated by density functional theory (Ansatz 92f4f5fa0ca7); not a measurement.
Periodic cell of 260 atoms, Si140O88H32, with a vacuum gap, from a study of silicon, its oxide and their interface. The atomic structure is a simulated model.

Settings
functional: r2SCAN
potential files: Ansatz PAW
basis: plane waves
wave-function cutoff: 800 eV
density cutoff ratio: 5
exchange-correlation grid ratio: 1
k mesh: 1 x 1 x 1, shifted by 0.5 0.5 0 of a step
self-consistency stop: 1e-11 eV per atom in the density residual
occupations: fixed
spin: none
net charge: 0
applied field: sawtooth along c, amplitude -0.015 V/angstrom in the program's sign convention, ramp centred at 0.9890 of c and 0.0221 of c wide, no dipole correction

Cell vectors (angstrom)
a	10.887	0	0
b	0	10.887	0
c	0	0	45.3344

Atoms: element, x, y, z (angstrom)
Si	0.1942	-0.4152	30.2624
Si	2.4346	2.9226	30.2383
Si	0.0914	5.0387	30.3484
Si	2.5012	8.3047	30.1584
Si	5.7165	-0.2939	30.3864
Si	8.0845	2.6015	30.2679
Si	5.7989	5.5311	30.1677
Si	7.8917	8.4166	30.666
Si	1.2678	1.3252	31.528
Si	4.2425	4.0467	31.3695
Si	1.3376	6.7168	31.4862
Si	4.0106	9.4952	31.5595
Si	6.8984	1.2148	31.7407
Si	9.3736	4.0085	31.6999
Si	6.6584	6.8874	31.87
Si	9.5663	9.5317	31.7931
Si	-0.0831	2.6361	32.9801
Si	2.6759	0.0083	32.9127
Si	0.0332	8.0531	32.9816
Si	2.8155	5.4056	32.8181
Si	5.4637	2.6836	32.9038
Si	8.2396	-0.0162	33.164
Si	5.2947	8.2408	33.1086
Si	8.1055	5.4496	33.0504
Si	1.3911	4.0531	34.204
Si	4.0718	1.3531	34.2722
Si	1.3605	9.4936	34.3057
Si	4.0062	6.7712	34.3627
Si	6.7659	4.0472	34.3488
Si	9.5473	1.3621	34.4774
Si	6.7852	9.5215	34.4033
Si	9.5316	6.7672	34.3622
Si	0.0267	-0.0469	35.7313
Si	2.7215	2.7175	35.6351
Si	0.0439	5.4017	35.6453
Si	2.6873	8.1557	35.7161
Si	5.4328	0.0357	35.6955
Si	8.149	2.7388	35.7465
Si	5.4236	5.4373	35.6976
Si	8.167	8.1409	35.7053
Si	1.3896	1.3574	37.0325
Si	4.0617	4.0759	37.0382
Si	1.3331	6.7873	37.0553
Si	4.086	9.534	37.0348
Si	6.7875	1.3728	37.0808
Si	9.5595	4.0963	37.0452
Si	6.8124	6.796	37.0535
Si	9.5131	9.504	37.0693
Si	0.0317	2.7291	38.3887
Si	2.746	0.0164	38.3997
Si	-0.0176	8.147	38.4207
Si	2.7204	5.4475	38.4047
Si	5.4382	2.7483	38.4179
Si	8.1608	-0.001	38.4135
Si	5.4631	8.1917	38.3899
Si	8.2079	5.4672	38.4001
Si	1.3789	4.0845	6.9538
Si	4.0778	1.3933	6.9485
Si	1.3751	9.525	6.8937
Si	4.107	6.824	6.8976
Si	6.8405	4.1162	6.9042
Si	9.5516	1.3713	6.8941
Si	6.7869	9.5563	6.9624
Si	9.5339	6.8085	6.9858
Si	0.0522	0.0337	8.2351
Si	2.7534	2.7573	8.3439
Si	0.0409	5.4435	8.3335
Si	2.7496	8.1834	8.2482
Si	5.4199	0.0587	8.3242
Si	8.2019	2.7441	8.2363
Si	5.4812	5.4811	8.2514
Si	8.1498	8.188	8.3076
Si	1.3989	1.3506	9.6695
Si	4.1628	4.1495	9.6583
Si	1.4711	6.8073	9.6471
Si	4.0216	9.5755	9.6518
Si	6.7898	1.4905	9.6155
Si	9.5636	4.0364	9.6475
Si	6.7731	6.8289	9.6697
Si	9.5516	9.5991	9.5554
Si	0.0628	2.6878	11.0364
Si	2.7214	0.0303	11.118
Si	0.0729	8.2404	10.8388
Si	2.894	5.5044	11.0809
Si	5.5156	2.8673	11.0923
Si	8.1807	0.1225	10.8504
Si	5.363	8.2278	10.9885
Si	8.1574	5.3913	10.9361
Si	1.5554	4.0112	12.3172
Si	4.2132	1.4023	12.4056
Si	1.2383	9.5546	12.4158
Si	4.1444	6.9618	12.5842
Si	6.8643	4.2494	12.5686
Si	9.4775	1.3812	12.3524
Si	6.8214	9.6245	12.1315
Si	9.6196	6.786	12.033
Si	-0.6262	-0.4562	13.6164
Si	2.7874	2.6005	13.8146
Si	0.2456	5.6015	13.3279
Si	2.2861	7.9579	13.7619
Si	5.8718	0.2646	13.636
Si	8.0302	2.5913	13.7988
Si	5.9817	6.0984	13.8835
Si	8.2224	8.1705	13.2251
Si	-5.0121	18.691	25.4335
Si	8.989	16.3762	23.6314
Si	4.1245	28.6956	27.793
Si	1.1496	16.015	20.4544
Si	15.8328	24.2247	25.6202
Si	17.8203	12.5829	20.9589
Si	9.3922	6.2094	20.3044
Si	24.3342	16.6783	25.3205
Si	-10.8894	34.5162	25.9636
Si	11.406	14.8851	24.2645
Si	15.2593	-2.8638	18.7563
Si	-1.6225	11.7604	28.2384
Si	2.2876	7.5558	16.6461
Si	-2.3692	6.8246	26.008
Si	12.1446	10.6954	20.5058
Si	20.4913	8.1886	22.5023
Si	10.0214	3.8312	15.7004
Si	2.6175	7.8411	21.2648
Si	23.834	2.5204	21.9106
Si	14.9796	13.8575	16.6196
Si	19.9025	10.4997	20.7321
Si	6.4172	12.3086	28.2195
Si	-10.503	-2.8509	25.1023
Si	4.6626	-5.0713	16.759
Si	-4.32	21.2425	18.9859
Si	-10.1239	1.1817	15.5795
Si	-5.5383	11.2094	16.5223
Si	5.1651	-5.7767	23.9784
Si	14.7985	-23.3254	23.5641
Si	24.4379	0.7066	17.8026
Si	0.0111	5.9302	17.851
Si	2.5351	1.8996	27.3333
Si	12.6821	21.4074	25.6544
Si	7.1407	4.6298	21.6095
Si	-2.3271	6.0859	28.9379
Si	4.6781	-9.7014	22.8909
O	6.8485	-8.17	29.1297
O	8.4222	-5.4168	25.1222
O	5.0838	-3.0449	26.8584
O	8.6138	3.1271	15.26
O	9.9287	7.5553	21.0477
O	-10.0798	9.299	26.0223
O	2.9323	2.1814	28.8659
O	-1.2551	1.2127	26.714
O	5.7681	5.0199	22.4451
O	2.8049	-0.9373	24.5554
O	-2.6409	4.3599	22.7637
O	12.1828	4.0456	29.8332
O	-14.4042	5.2174	29.6583
O	12.3864	15.4759	25.3943
O	7.7138	0.441	28.1327
O	-7.4552	3.3153	15.1572
O	5.5885	-5.0818	15.4383
O	5.3611	21.3932	15.0614
O	3.8097	18.4815	20.2014
O	1.8355	12.2675	14.3763
O	-0.5647	4.8383	14.4941
O	21.3174	-5.8557	20.7756
O	-19.1997	22.0821	26.9221
O	12.6354	-1.6789	20.977
O	3.1499	-4.6729	16.3441
O	27.2491	25.5353	24.8323
O	10.5852	5.2159	23.5878
O	12.3055	11.958	21.5312
O	17.6586	9.3974	29.9785
O	10.5102	11.0627	15.0937
O	13.3007	8.494	15.3184
O	11.9005	13.2857	27.1092
O	1.8864	-7.1664	20.8119
O	-3.6868	7.1979	14.0813
O	3.307	16.8541	26.7546
O	1.3467	13.9996	23.2213
O	-20.0039	6.4392	21.2263
O	9.6676	6.5177	18.7407
O	3.54	13.6169	26.37
O	15.8951	16.9255	28.8277
O	1.2571	6.7017	13.9736
O	1.7099	7.1212	24.9855
O	16.7109	17.2356	24.7509
O	5.1426	6.8357	17.9351
O	10.1547	15.6421	17.0151
O	11.6434	17.979	16.9794
O	14.5185	13.1224	22.2227
O	4.7046	23.0836	24.5025
O	5.9657	12.804	26.7566
O	13.0877	0.234	19.2598
O	20.2285	2.0996	29.3159
O	19.8298	9.6195	22.1132
O	-0.0843	41.0961	23.5793
O	11.7183	0.7985	25.0531
O	12.2556	20.3157	29.8131
O	-7.5708	8.0957	22.7107
O	-7.8681	8.3377	17.8771
O	1.4074	0.441	16.8426
O	27.9347	1.494	22.3578
O	-0.8501	7.3596	25.8931
O	3.1231	7.8075	28.7159
O	4.6471	15.1923	17.3168
O	3.9829	10.7989	17.3012
O	9.2206	-1.6703	14.0167
O	-5.4407	9.1905	19.0904
O	16.0912	19.7618	24.427
O	11.0918	13.5349	15.9326
O	21.434	-0.3077	20.1979
O	4.3091	10.5323	22.5406
O	7.8477	16.6592	20.6475
O	17.5094	21.6272	17.4064
O	-0.8493	5.4282	29.0507
O	-2.2223	-3.8649	23.147
O	-3.9461	-7.5865	20.6995
O	-0.5355	-7.8537	25.0134
O	3.0352	-8.5995	17.6517
O	27.089	1.9368	16.3741
O	18.3547	29.8011	25.6646
O	14.4541	5.4139	24.0868
O	8.4437	1.1037	21.0613
O	10.2969	-0.2054	28.8336
O	18.8953	9.8852	19.5891
O	-2.2061	7.5863	29.51
O	5.3076	0.5149	28.9991
O	12.0747	-5.5341	18.8371
O	6.1613	11.7208	19.8045
O	8.1164	-4.6571	27.4272
O	-3.9179	1.3867	14.1179
H	-0.7929	1.9101	39.3211
H	0.851	3.5534	39.3211
H	3.554	0.8518	39.3322
H	1.9264	-0.8077	39.3322
H	0.8086	8.9644	39.3531
H	-0.8384	7.3242	39.3531
H	3.5452	6.2663	39.3371
H	1.9052	4.6192	39.3371
H	6.2701	3.5598	39.3504
H	4.6148	1.9281	39.3504
H	7.3257	-0.8092	39.3459
H	8.9881	0.8153	39.3459
H	6.2723	9.0259	39.3223
H	4.6448	7.3664	39.3223
H	9.025	6.2937	39.3326
H	7.3812	4.6504	39.3326
H	0.5596	3.2603	6.0213
H	2.1942	4.9128	6.0213
H	3.2698	0.5579	6.016
H	4.9012	2.2134	6.016
H	0.549	8.7075	5.9612
H	2.1946	10.349	5.9612
H	4.9253	7.6493	5.9651
H	3.2822	6.0052	5.9651
H	7.6672	4.933	5.9718
H	6.0086	3.3046	5.9718
H	10.3762	2.1903	5.9616
H	8.7243	0.555	5.9616
H	5.9776	8.7221	6.0299
H	7.622	10.3645	6.0299
H	8.7168	5.982	6.0534
H	10.3548	7.6312	6.0534

Results
free energy: -140240.709 eV
free energy less fixed offsets of H -15.71, O -570.45, Si -639.56 eV per atom: 0.011 eV

Forces (eV/angstrom), in the order of the atoms: element, x, y, z
Si	-0.001	0.0004	-0.0066
Si	0.0041	-0.0026	-0.0094
Si	-0.003	0.0005	-0.0055
Si	0.0012	-0.0016	-0.0078
Si	0.0002	0.0028	-0.0094
Si	-0.004	-0.0045	-0.0131
Si	-0.0007	0.0018	-0.0122
Si	0.0056	-0.0044	-0.0059
Si	0.003	0.0031	-0.0051
Si	-0.0026	-0.0071	-0.0032
Si	-0.0031	-0.0061	0.0028
Si	0.003	0.0064	0.0011
Si	-0.0004	-0.0049	-0.0035
Si	0.0037	0.0055	-0.0052
Si	0.003	0.0073	0.0002
Si	-0.0062	-0.0077	-0.005
Si	-0.0073	-0.0003	-0.0085
Si	-0.0017	-0.0023	-0.0136
Si	0.0014	0.0056	-0.008
Si	0.004	0.0065	-0.0131
Si	0.0079	0.0011	-0.0133
Si	0.0089	0.0037	-0.0104
Si	-0.001	-0.0117	-0.015
Si	-0.006	-0.0008	-0.0106
Si	-0.0017	-0.0012	0.0084
Si	0.0027	-0.0046	-0.0013
Si	-0.0021	0.001	0.0086
Si	0.0016	-0.0017	-0.0059
Si	-0.0015	-0.0074	0.0016
Si	-0.0053	0.0005	0.002
Si	0.0003	0.0002	0.0181
Si	-0.0028	0.0007	0.0045
Si	0.0015	-0.0008	0.0158
Si	0.0049	-0.0025	0.0299
Si	0.0044	0.0057	0.0275
Si	0.0111	-0.0045	0.0164
Si	0.0008	0.0093	0.0266
Si	-0.0009	0.003	0.0078
Si	0.0044	0.0074	0.014
Si	0.0049	0.0005	0.0278
Si	-0.0129	-0.0041	0.1795
Si	0.0092	0.012	0.1839
Si	0.0308	0.0316	0.1869
Si	-0.0358	-0.0365	0.1759
Si	0.0176	0.0104	0.1814
Si	-0.0474	-0.0448	0.1799
Si	-0.0627	-0.0651	0.1811
Si	0.0431	0.0418	0.1895
Si	-0.0823	-0.1091	0.2685
Si	-0.0314	-0.0526	0.3065
Si	0.0076	-0.0287	0.3288
Si	-0.0238	-0.026	0.2541
Si	-0.046	-0.0377	0.3085
Si	-0.0216	0.0494	0.3035
Si	-0.067	-0.1147	0.2771
Si	-0.1168	-0.0993	0.2998
Si	0.0354	0.0686	-0.1785
Si	0.0234	0.0539	-0.2845
Si	0.0291	0.0091	-0.4101
Si	0.0792	0.0594	-0.3728
Si	0.0879	0.0912	-0.4097
Si	0.0423	0.049	-0.43
Si	0.013	0.0404	-0.178
Si	0.0652	0.0337	-0.1912
Si	0.0103	0.0153	-0.1902
Si	0.018	0.0241	-0.1623
Si	0.0084	0.0339	-0.1497
Si	0.0012	0.0016	-0.192
Si	0.0199	-0.016	-0.1645
Si	0.0163	0.0143	-0.1926
Si	-0.0153	-0.0175	-0.1914
Si	0.0141	0.0108	-0.1639
Si	-0.0075	-0.003	-0.027
Si	-0.0042	0.0003	-0.0179
Si	-0.0056	-0.0099	-0.0143
Si	-0.0033	0.0047	-0.0226
Si	-0.0079	0.002	-0.0232
Si	0.001	-0.0031	-0.0156
Si	0.005	0.0036	-0.0204
Si	0.0017	-0.0069	-0.0079
Si	-0.0091	0.003	-0.0133
Si	-0.0038	-0.0084	-0.0114
Si	0.0015	0.008	-0.0159
Si	-0.0002	0.0087	0.0011
Si	0.0059	0.0042	-0.0025
Si	0.0142	-0.0005	-0.014
Si	0.0016	-0.0057	-0.008
Si	0.0022	0.0008	-0.0182
Si	0.0021	0.0029	0.0152
Si	0.0019	0.0013	0.0145
Si	-0.0069	-0.0029	0.0173
Si	-0.0019	-0.0028	0.0172
Si	-0.0005	-0.0008	0.0142
Si	-0.0033	-0.0035	0.013
Si	0.0074	-0.0018	0.0108
Si	0.0046	0.0018	0.0143
Si	0.0053	0.0005	-0.0185
Si	-0.0034	-0.0029	-0.0221
Si	0.0009	-0.0001	-0.0094
Si	-0.0013	-0.0007	-0.0319
Si	0.0024	0.004	-0.0209
Si	-0.0011	-0.0013	-0.0212
Si	-0.0003	0.002	-0.0259
Si	0.0042	-0.003	-0.0063
Si	-0.001	-0.0014	-0.0335
Si	-0.0017	0.0005	-0.0258
Si	0.0039	-0.0026	-0.0439
Si	-0.0009	0.003	-0.038
Si	-0.002	0.0004	-0.0378
Si	0.0019	-0.0092	-0.0329
Si	0.0055	-0.0018	-0.0338
Si	-0.0054	-0.0018	-0.029
Si	0.0047	0.0058	-0.0351
Si	0.0035	-0.0004	-0.0353
Si	-0.0009	-0.0035	-0.0382
Si	-0.0016	0.0048	-0.0337
Si	0.0019	0.0025	-0.0317
Si	0.0049	0.001	-0.0322
Si	0.0057	0.0009	-0.0331
Si	-0.0038	0.0045	-0.0328
Si	-0.0024	-0.0048	-0.0314
Si	0.0022	-0.0029	-0.0331
Si	-0.0038	-0.002	-0.032
Si	-0.0006	0.0018	-0.0276
Si	-0.0015	-0.0006	-0.0238
Si	-0.0033	0.0028	-0.0351
Si	-0.0027	-0.0001	-0.0311
Si	0.0046	-0.0049	-0.0343
Si	-0.0069	-0.0052	-0.0323
Si	-0.0048	0.0004	-0.0329
Si	-0.0036	0.002	-0.0333
Si	0.0036	-0.0001	-0.0349
Si	-0.0038	-0.0046	-0.03
Si	0.0002	0.0053	-0.034
Si	0.0005	-0.0039	-0.0409
Si	-0.0031	-0.0034	-0.037
Si	0.0018	-0.0082	-0.0278
Si	0.004	-0.0018	-0.037
Si	-0.003	0.0038	-0.0262
Si	0.0039	0.0018	-0.0078
O	0.0053	0.0041	0.0144
O	-0.0016	0.0037	0.0214
O	-0.0076	-0.0054	0.0193
O	0.0044	0.0026	0.0107
O	-0.0013	0.0043	0.0186
O	0.0004	0.0034	0.0084
O	-0.001	0.0073	0.0298
O	-0.0107	-0.0071	0.0179
O	-0.0075	0.0014	0.019
O	-0.0077	0.0059	0.0157
O	0.0043	0.0022	0.0156
O	-0.0022	0.0015	0.0047
O	-0.0115	-0.0026	0.0103
O	0.0036	0.0022	0.0135
O	0.0011	0.0008	0.0105
O	0.0053	0.0017	0.0155
O	-0.0056	-0.0022	0.018
O	-0.0024	0.0002	0.0171
O	-0.007	-0.0007	0.0233
O	-0.0019	0.0002	0.0131
O	-0.0069	-0.0067	0.0195
O	-0.0018	-0.0017	0.0218
O	0.0008	0.0057	0.0171
O	-0.0016	-0.0043	0.012
O	0.0003	0.0006	0.0041
O	-0.0029	-0.0074	0.0142
O	0.0015	-0.0026	0.0173
O	0.0016	0.0102	0.0211
O	-0.0009	-0.0005	0.0098
O	0.0051	0.0039	0.0131
O	0.0014	-0.0038	0.0207
O	0.0024	-0.0006	0.0171
O	0.003	-0.0064	0.009
O	-0.0054	-0.003	0.0123
O	0.0069	0.0059	0.0219
O	-0.0069	0.0046	0.022
O	0	0.0028	0.0177
O	-0.009	-0.0006	0.0244
O	-0.0061	-0.0013	0.0124
O	0.0068	-0.0073	0.0248
O	0.0023	0.0026	0.0128
O	0.0032	-0.0025	0.0146
O	0.0018	0.0066	0.012
O	0	0.0079	0.0156
O	0.0035	0.0108	0.0159
O	-0.0057	-0.0044	0.0151
O	0.0051	-0.003	0.0129
O	-0.0002	0.0052	0.0352
O	0.0096	-0.0051	0.0242
O	-0.0108	-0.005	0.0295
O	-0.0019	0.0078	0.0179
O	0.0019	-0.0071	0.0206
O	0.0081	-0.0016	0.0244
O	-0.0007	0.0021	0.0161
O	0.0007	0.0002	0.0133
O	0.007	0.0065	0.0215
O	0.0059	0.0032	0.0154
O	0.0077	-0.0023	0.0157
O	-0.0097	-0.0013	0.0205
O	-0.0054	-0.0027	0.0168
O	-0.0094	0.0072	0.0283
O	0.0009	0.0005	0.0083
O	-0.0027	-0.0019	0.0119
O	0.0004	0.0024	0.0022
O	0.0023	0.0023	0.0097
O	0.0065	-0.0054	0.0218
O	-0.0005	0.0004	0.0074
O	-0.0032	-0.0004	0.0079
O	-0.0014	-0.0035	0.0124
O	-0.0071	-0.0049	0.0173
O	0.0054	-0.003	0.0224
O	0.006	-0.003	0.0193
O	-0.0015	-0.0056	0.0181
O	0.0004	0.0032	0.0133
O	-0.0032	-0.0092	0.0168
O	-0.0023	-0.004	0.0151
O	0	-0.0018	0.0091
O	0.0003	-0.001	0.0126
O	-0.0047	0.0018	0.012
O	-0.0007	0.0025	0.0092
O	0.0076	-0.0037	0.021
O	0.0075	0.001	0.0169
O	-0.0007	0.0043	0.0128
O	0	-0.0054	0.0159
O	0.0039	-0.0036	0.0216
O	0.0027	0.0092	0.0202
O	-0.0005	-0.0069	0.0296
O	-0.0041	-0.0008	0.0069
H	0.2833	0.2523	-0.2615
H	-0.3064	-0.3398	-0.2716
H	-0.266	-0.3655	-0.2645
H	0.2177	0.2724	-0.2677
H	-0.2076	-0.2441	-0.2906
H	0.3964	0.4089	-0.2109
H	-0.2495	-0.2657	-0.2865
H	0.3267	0.3482	-0.2257
H	-0.3063	-0.2074	-0.2814
H	0.312	0.3369	-0.2276
H	0.3754	0.3246	-0.2289
H	-0.2609	-0.2551	-0.2723
H	-0.3197	-0.3565	-0.2747
H	0.2521	0.286	-0.2557
H	-0.4102	-0.3558	-0.2695
H	0.3171	0.2019	-0.2598
H	0.3267	0.2674	0.315
H	-0.259	-0.2934	0.2923
H	0.2087	0.3459	0.2995
H	-0.2731	-0.2629	0.2818
H	0.2777	0.3137	0.2419
H	-0.2417	-0.3355	0.2322
H	-0.2998	-0.3629	0.211
H	0.253	0.2879	0.2726
H	-0.3869	-0.3302	0.1882
H	0.2682	0.2346	0.2826
H	-0.3695	-0.2703	0.2135
H	0.3308	0.2182	0.2567
H	0.24	0.3824	0.3002
H	-0.3016	-0.2388	0.3037
H	0.3693	0.2895	0.3067
H	-0.2937	-0.2766	0.304

The program warned: the cutoff lies below the one the program advises for these potential files; the forces do not sum to zero within the program's tolerance; empty levels may hold ghost states of the PAW files; the exchange-correlation potential is rough where the density is thin.
